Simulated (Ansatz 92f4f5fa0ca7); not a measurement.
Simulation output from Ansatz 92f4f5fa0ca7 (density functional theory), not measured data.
Periodic cell of 228 atoms, Si134O93H1, from a study of silicon, its oxide and their interface. The atomic structure is a simulated model.
Doubt: the cutoff is far below the 930 eV that the study's wrapper takes by default for these files, so forces and energies are approximate.
This geometry differs little from another in the collection (a relaxation step or a small displacement).

Settings: functional PBE; potential files Ansatz PAW; basis plane waves; wave-function cutoff 580 eV; density cutoff ratio 5; exchange-correlation grid ratio 1; k mesh 1 x 1 x 1, Gamma-centred; self-consistency stop 5e-08 eV per atom in the density residual; occupations fixed; spin none; net charge -1 e, with a uniform compensating background and no finite-size correction.

Cell vectors (angstrom)
a	10.938	0	0
b	0	10.938	0
c	0	0	32.2976

Atoms and the computed forces on them: element, x, y, z (angstrom), force x, y, z (eV/angstrom)
Si	0.3064	-0.5145	24.9974	0.0001	0.0024	0.0077
Si	5.7863	-0.0951	25.0335	0.0274	-0.0525	-0.0115
Si	2.7615	2.5104	24.7085	0.0069	-0.0072	0.0011
Si	8.0385	2.8632	24.6512	0.0051	0.0006	0.0191
Si	-0.0788	5.7283	24.65	-0.0018	-0.0021	0.0023
Si	5.6814	4.983	24.7589	0.0014	-0.0053	0.0123
Si	2.7635	8.4488	24.8138	-0.0002	-0.0006	0.0127
Si	7.9708	8.4648	24.9941	-0.0246	0.0333	-0.0067
Si	1.2681	1.3584	26.1156	-0.0011	-0.0034	0.0018
Si	7.0192	1.4298	26.2407	0.0101	0.0154	0.0002
Si	4.1635	3.8562	26.1237	-0.003	0.003	-0.0029
Si	9.5434	4.2057	25.9872	-0.0007	0.0003	-0.002
Si	1.5743	6.7434	26.03	0.0015	0.0014	-0.0008
Si	6.772	6.717	26.0493	-0.008	-0.0012	0.0074
Si	4.1044	9.7039	26.2348	0.0009	0.0057	-0.0004
Si	9.6789	9.3611	26.3453	0.0028	0.0013	0.0053
Si	2.6809	0.0771	27.5432	0.0003	-0.0012	0.0018
Si	8.3105	-0.0534	27.5578	-0.003	-0.0108	-0.0082
Si	-0.0649	2.7884	27.4486	-0.0017	0.0006	-0.0001
Si	5.5395	2.6602	27.5734	0.0017	-0.004	0.0021
Si	2.8342	5.3562	27.4663	0.0006	-0.0013	-0.0012
Si	8.1824	5.4665	27.4787	0.0022	-0.0019	0.0013
Si	0.1583	8.0107	27.5617	-0.0021	-0.006	0.0028
Si	5.4551	8.1791	27.4807	0.0055	0.0057	-0.0072
Si	4.1018	1.3673	28.8794	0.0223	-0.1178	0.4524
Si	9.5708	1.3673	28.8794	0.2118	0.3372	0.1481
Si	1.3673	4.1018	28.8794	-0.0506	-0.0878	-0.4205
Si	6.8362	4.1018	28.8794	0.0964	0.132	0.1764
Si	4.1018	6.8362	28.8794	0.0688	-0.2418	-0.1999
Si	9.5708	6.8362	28.8794	0.1052	-0.5746	0.1117
Si	1.3673	9.5708	28.8794	0.0918	-0.145	0.0998
Si	6.8362	9.5708	28.8794	0.0198	-0.2269	-0.1996
Si	0	0	30.2466	-0.0045	0.0474	-0.0175
Si	5.469	0	30.2466	-0.1381	-0.0449	0.0066
Si	2.7345	2.7345	30.2466	0.031	0.0064	-0.0035
Si	8.2035	2.7345	30.2466	-0.0236	0.0077	0.018
Si	0	5.469	30.2466	-0.1886	-0.0285	0.0327
Si	5.469	5.469	30.2466	0.0235	0.0504	0
Si	2.7345	8.2035	30.2466	-0.014	0.0682	-0.0028
Si	8.2035	8.2035	30.2466	0.0062	0.1156	-0.046
Si	1.3673	1.3673	31.6139	0.0704	-0.0832	-0.0101
Si	6.8362	1.3673	31.6139	0.0538	0.0326	-0.0412
Si	4.1018	4.1018	31.6139	0.0023	0.0471	-0.0086
Si	9.5708	4.1018	31.6139	0.0992	-0.071	-0.009
Si	1.3673	6.8362	31.6139	-0.0344	0.0021	-0.0431
Si	6.8362	6.8362	31.6139	0.0165	-0.0663	-0.0165
Si	4.1018	9.5708	31.6139	0.0954	-0.089	-0.0077
Si	9.5708	9.5708	31.6139	-0.0207	0.0097	-0.0082
Si	2.7345	0	0.6835	-0.0244	0.0379	0.0251
Si	8.2035	0	0.6835	-0.0867	0.0399	0.0226
Si	0	2.7345	0.6835	-0.0967	0.0338	0.0184
Si	5.469	2.7345	0.6835	-0.0288	-0.0459	0.0052
Si	2.7345	5.469	0.6835	-0.0236	0.0565	0.0139
Si	8.2035	5.469	0.6835	-0.0062	0.0262	0.0147
Si	0	8.2035	0.6835	0.0229	0.0072	0.0087
Si	5.469	8.2035	0.6835	-0.0155	0.0799	0.0319
Si	4.1018	1.3673	2.0507	0.0635	0.0399	-0.0079
Si	9.5708	1.3673	2.0507	0.0804	-0.0545	0.0248
Si	1.3673	4.1018	2.0507	0.0323	-0.0291	0.0181
Si	6.8362	4.1018	2.0507	0.036	0.0271	-0.0047
Si	4.1018	6.8362	2.0507	0.0367	-0.1118	0.0104
Si	9.5708	6.8362	2.0507	0.0349	0.0352	0.0099
Si	1.3673	9.5708	2.0507	-0.0324	-0.038	0.0007
Si	6.8362	9.5708	2.0507	0.0941	-0.0596	0.0072
Si	0	0	3.418	-0.0807	-0.0062	-0.0736
Si	5.469	0	3.418	-0.2283	0.1465	0.2546
Si	2.7345	2.7345	3.418	0.102	0.0042	-0.0665
Si	8.2035	2.7345	3.418	-0.19	0.0305	0.1434
Si	0	5.469	3.418	0.0893	0.1708	0.0038
Si	5.469	5.469	3.418	-0.2878	-0.0925	-0.3032
Si	2.7345	8.2035	3.418	-0.1687	0.1968	0.286
Si	8.2035	8.2035	3.418	0.092	0.463	-0.4093
Si	1.3802	1.3576	4.7709	-0.0034	-0.008	0.0312
Si	6.7777	1.4153	4.8168	-0.0041	-0.005	-0.0057
Si	4.0814	4.1239	4.793	-0.0024	-0.0001	0.0067
Si	9.5641	4.1275	4.7687	0.0046	-0.0063	0.0049
Si	1.3296	6.8767	4.8185	0.0042	-0.0063	-0.0027
Si	6.7752	6.9135	4.6877	-0.0016	0.0016	0.0087
Si	4.0302	9.642	4.8316	-0.0015	0.0019	0.0041
Si	9.5184	9.6319	4.7892	-0.002	0.0054	0.006
Si	2.6604	0.0431	6.3079	-0.0036	0.0068	-0.009
Si	8.1728	0.1154	6.1919	0.0013	-0.0068	0.0066
Si	0.0584	2.7807	6.0853	0.0089	0.0048	-0.0025
Si	5.3952	2.75	6.2302	-0.0016	0.0032	0.0051
Si	2.7409	5.5349	6.168	0.0009	-0.0037	0.0158
Si	8.153	5.5772	5.9876	0.0026	0.0065	0.0023
Si	-0.0587	8.2735	6.1695	-0.0124	-0.0087	-0.0053
Si	5.4678	8.2879	6.0974	0.002	-0.0018	0.0004
Si	3.7643	1.6737	7.6526	-0.0504	0.0098	-0.0038
Si	9.8133	1.2974	7.4439	0.0564	-0.0157	0.0032
Si	1.5596	3.9658	7.4651	0.0083	-0.0366	-0.0195
Si	6.6206	4.4555	7.3157	0.0029	-0.0055	-0.0066
Si	4.3955	6.6836	7.4199	0.0011	-0.0041	-0.0561
Si	9.1754	7.1689	7.38	0.0026	0.0013	-0.0133
Si	0.9774	9.8551	7.5958	-0.0252	0.0852	-0.0107
Si	6.9849	9.4568	7.476	-0.0011	0.0051	-0.0317
O	5.4856	5.525	7.8473	0.006	-0.0077	0.007
O	-0.1954	0.0253	7.8877	-0.0266	-0.0419	-0.0233
O	2.6935	2.8843	8.0233	0.0352	0.0355	-0.0486
O	8.0921	8.309	7.9001	0.0008	-0.0014	0.007
O	1.5083	9.456	24.3397	-0.0019	0.0003	-0.0068
O	6.8479	3.9356	24.1578	-0.002	0.0037	-0.0077
O	6.7806	9.5617	25.0749	-0.0149	0.0169	-0.0116
O	0.1456	4.827	23.2892	0.0017	-0.0044	0.0005
O	6.26	10.0222	8.8567	-0.0059	0.0063	0.0209
O	0.6706	4.742	8.5987	-0.0234	0.0301	0.0109
O	1.3671	9.1554	9.0121	0.0017	-0.031	0.0872
O	7.4994	4.0822	8.6459	0.0148	-0.0396	0.0199
O	9.6183	6.4403	8.7627	0.0072	0.0009	0.0126
O	4.3862	0.9892	9.032	0.0253	-0.0119	0.0253
O	3.9534	7.4041	8.826	-0.0083	0.0139	0.0481
O	9.3804	2.1745	8.7712	-0.0586	0.0211	0.0124
O	5.6866	0.3591	23.4356	-0.027	0.0139	0.0015
O	8.5688	1.964	23.3246	0.0063	-0.0059	-0.0137
O	10.3028	7.1103	23.9066	0.0026	-0.0033	-0.0154
O	4.7155	5.4737	23.4994	-0.0052	0.0027	-0.0107
O	8.2722	8.5392	23.3745	0.0042	-0.0025	0
O	2.3272	3.5117	23.4467	-0.0128	-0.0037	-0.0081
O	3.7802	7.9395	23.5798	0.0063	-0.0074	-0.0159
O	10.1601	-0.1387	23.8168	-0.0027	0.0034	-0.0091
Si	6.4396	12.2185	15.5718	0.0066	0.0029	-0.0077
Si	-2.655	7.9354	14.0908	-0.0122	-0.0078	-0.0132
Si	7.4792	4.1	16.7368	0.0038	0.0012	0.0072
Si	-0.4236	3.7075	19.9341	0.0023	-0.0007	0.0085
Si	14.2768	2.2258	13.1479	0.0357	-0.0724	-0.0539
Si	3.1059	3.8265	17.9889	-0.0001	0.0082	0.0066
Si	3.6832	7.4638	15.0075	0.0052	-0.0018	-0.009
Si	4.3207	0.8221	22.6767	0.0089	-0.0142	0.0323
Si	1.319	5.9877	14.0255	0.0294	-0.0031	-0.0302
Si	4.3789	-0.7192	20.2329	-0.0005	0.0022	0.0064
Si	4.7509	2.2243	20.0954	0.0031	-0.0061	0.0119
Si	7.9928	2.7443	9.4211	0.0115	0.0082	-0.0266
Si	9.4683	3.7279	11.7349	0.0261	0.0322	-0.0713
Si	10.7881	5.7158	9.6218	0.0199	-0.0575	-0.0256
Si	2.8713	4.4995	11.621	-0.0461	-0.0171	-0.0448
Si	5.6327	8.0144	12.7033	0.0096	0.0051	-0.0158
Si	9.8992	1.1078	22.8198	-0.0016	0.0066	0.0177
Si	1.3092	8.415	10.4531	0.0127	-0.0694	-0.0999
Si	9.9585	-1.0443	20.563	0.0001	0.0015	0.015
Si	3.4272	1.6116	15.9598	-0.0229	-0.0132	-0.0234
Si	7.24	6.5106	21.0937	0.0031	0.0044	0.0128
Si	16.5423	0.244	12.7737	0.019	0.0012	-0.0382
Si	0.0702	-2.1138	13.1375	-0.0133	-0.0445	0.0225
Si	9.4877	5.0536	14.5758	-0.0026	-0.0092	-0.0278
Si	-9.8235	2.1369	11.2604	-0.0036	0.6213	0.068
Si	3.5288	7.3164	19.7364	0.0008	0.0039	0.0087
Si	1.8197	9.8963	15.4431	0.0208	-0.0068	0.0089
Si	0.8658	6.0441	18.6397	-0.0011	0.0036	-0.0017
Si	7.5379	3.6704	19.8431	-0.003	0.0037	0.0111
Si	7.9123	-1.2681	16.6281	0.0012	-0.0086	0.0003
Si	0.8837	3.5245	22.6808	0.0019	0.003	0.0275
Si	5.0632	5.9993	17.2775	-0.0026	0.005	0.003
Si	7.1438	9.0841	19.4764	0.0006	-0.0024	0.0091
Si	3.9415	7.1923	10.4448	0.0041	-0.0127	-0.0354
Si	9.4372	7.6851	22.6409	0.0011	0.0014	0.0208
Si	4.5882	6.8546	22.6362	-0.0003	0.0061	0.0171
Si	5.849	0.496	9.5901	0.0015	0.0082	-0.0507
Si	10.8633	-2.0349	17.7798	-0.0018	-0.0052	0.0097
O	10.0219	0.4321	21.3187	0.0013	-0.0055	-0.0081
O	4.4911	7.2644	13.609	0.0096	0.0113	0.003
O	11.1433	2.1122	23.0932	-0.0009	0.0063	-0.0089
O	6.9342	-1.6987	17.8731	0.0049	0.0019	-0.0078
O	3.5526	8.9618	19.5948	-0.0002	-0.0028	-0.0014
O	0.0704	7.2406	17.8154	0.0005	0.0023	0.0038
O	8.1254	3.1298	10.9908	0.0006	0.0084	-0.0053
O	4.4873	2.1316	21.7142	-0.0001	0.0004	-0.0148
O	1.8034	3.6485	10.7678	-0.1234	-0.2836	0.1873
O	13.2696	0.4675	15.6596	0.0184	0.0249	0.0073
O	5.9219	-1.2105	20.324	0.0046	-0.0009	-0.0032
O	2.0801	5.2453	12.8355	0.0297	-0.0409	-0.0006
O	2.825	8.2287	11.0408	-0.0077	0.0203	0.0123
O	3.9794	3.4621	12.2712	-0.0266	0.0095	0.0321
O	16.5444	-1.3448	13.0736	0.0083	-0.0183	0.0032
O	3.7471	6.7633	21.2542	0.0004	0.0012	-0.0074
O	1.8029	1.9559	12.7832	0.0569	0.0151	0.0802
O	-14.2826	8.7464	15.3315	0.0068	0.0029	0.008
O	-9.6653	1.0225	10.2096	0.0332	-0.2607	-0.2246
O	3.7941	-0.42	21.7416	0.0047	0.0055	-0.001
O	3.1279	8.9811	15.128	-0.0119	0.0089	0.0149
O	11.7013	-1.088	14.2049	-0.0017	0.003	-0.0082
O	6.5049	11.952	13.9377	-0.0126	0.0005	0.0136
O	3.32	1.1628	23.9148	0.009	0.0067	-0.0183
O	4.1066	-10.1309	12.9154	-0.0981	0.1074	0.039
O	6.1384	7.122	22.1544	-0.0002	-0.0018	-0.0057
O	-12.486	8.885	13.3597	0.0144	0.0055	-0.0025
O	-0.8895	4.9811	10.8557	-0.0417	-0.0331	0.0472
O	7.9001	3.7509	18.2661	-0.0025	0.0035	-0.0143
O	6.358	2.5335	19.9511	0	0.0025	-0.0008
O	14.4485	2.6606	14.7225	-0.0234	-0.0381	-0.0247
O	4.3647	11.6775	19.4546	-0.0001	0.004	-0.0014
O	7.1266	7.4765	13.0473	-0.0178	0.0046	0.0102
O	-2.2302	6.4707	21.8222	-0.0043	-0.0061	-0.0083
O	-2.0924	4.3599	15.9018	0.0045	0.0005	0.0008
O	1.9994	6.878	19.4453	-0.0043	-0.0038	-0.0025
O	2.4345	6.418	15.1459	-0.0189	0.0002	-0.0112
O	13.7382	2.4143	17.2487	0.0017	-0.0083	-0.0193
O	9.4605	-1.5512	17.0861	-0.0107	0.0043	-0.0032
O	6.8944	1.6134	9.0796	0.0082	0.0081	0.0077
O	4.7033	7.1801	16.2369	-0.0013	-0.0014	0.0037
O	19.9239	6.5939	14.6413	0.0075	-0.0021	0.0118
O	4.1786	4.6468	17.1004	0.0036	0.003	-0.0007
O	-1.9297	3.3978	20.5533	-0.0006	0.0017	-0.0029
O	10.5203	13.4724	11.8066	0.117	-0.0554	-0.0203
O	7.3082	-3.4381	19.8035	-0.001	0.003	-0.0031
O	0.3947	9.1605	11.5788	0.0038	0.0477	0.0029
O	0.8131	6.8731	10.2144	0.0171	0.0458	0.0202
O	4.665	6.6247	18.7636	0.006	-0.0071	-0.012
O	15.8692	11.911	16.1811	0.0154	0.0047	0.0017
O	3.6559	5.6176	10.7346	0.013	0.0056	0.0262
O	6.5737	5.476	16.9184	0.001	-0.0035	0.0027
O	10.2563	-2.2742	21.6223	0.0025	0.0073	-0.0092
O	1.7321	4.7415	18.0403	0.006	-0.0049	0
O	7.5578	11.2339	16.2776	-0.0096	0.0041	-0.0033
O	9.0225	4.2968	13.2108	0.0127	0.0073	0.0319
O	0.0164	9.6102	19.281	0.0025	-0.0029	-0.0094
O	3.8018	14.3339	19.4336	-0.0038	0.0031	-0.0072
O	5.3486	18.5921	11.1403	0.0047	0.0062	0.0191
O	6.9018	5.0175	20.5353	0.0036	-0.0101	-0.0046
O	1.1437	-1.5091	16.855	0.0087	0.006	-0.0101
O	0.1827	5.0432	14.7239	-0.0113	-0.0049	0.009
O	0.6053	-3.6152	13.4485	0.0031	0.0015	0.0023
O	8.4509	9.8797	19.9821	0.0003	-0.001	-0.0019
O	6.0399	0.4198	11.2053	-0.0086	-0.0031	0.0518
O	6.746	2.8401	15.9892	-0.0088	-0.0188	0.0013
O	0.7815	3.5934	21.0636	-0.0044	0.0014	-0.0131
O	10.6021	5.2827	19.446	0.0034	0.0029	-0.0023
O	-0.2122	2.5839	18.7765	0.0053	-0.0026	-0.0041
H	0.4845	2.7027	18.1127	-0.0055	0.0028	0.0014

Results
free energy: -138085.507 eV
free energy less fixed offsets of H -15.97, O -568.88, Si -635.61 eV per atom: 8.043 eV

The program warned: the cutoff lies below the one the program advises for these potential files; the exchange-correlation potential is rough where the density is thin.
